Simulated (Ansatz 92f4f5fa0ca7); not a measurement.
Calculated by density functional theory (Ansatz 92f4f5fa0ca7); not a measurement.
Periodic cell of 273 atoms, Si157O104As12, from a study of silicon, its oxide and their interface. The atomic structure is a simulated model.
Doubt: the cutoff is far below the 930 eV that the study's wrapper takes by default for these files, so forces and energies are approximate.
This geometry differs little from another in the collection (a relaxation step or a small displacement).

Settings: functional PBE; potential files Ansatz PAW; basis plane waves; wave-function cutoff 580 eV; density cutoff ratio 5; exchange-correlation grid ratio 1; k mesh 1 x 1 x 1, Gamma-centred; self-consistency stop 5e-08 eV per atom in the density residual; occupations fixed; spin none; net charge 0.

Cell vectors (angstrom)
a  11.6015  0  0
b  0  13.3963  0
c  0  0  31.1531

Atoms: element, x, y, z (angstrom)
As  11.6329  0.0679  24.2093
As  3.8601  0.0723  24.2515
As  7.743  0.0079  24.1822
As  1.9429  3.3468  24.2111
Si  5.7393  3.3172  24.5164
Si  9.7163  3.3981  24.5443
As  11.6605  6.7061  24.1262
Si  3.8739  6.7071  24.4336
Si  7.7467  6.7768  24.2408
Si  2.0682  10.1779  24.4842
As  5.7951  10.1543  24.176
Si  9.6685  10.1204  24.3623
Si  11.6564  2.2473  25.2947
Si  3.8083  2.2374  25.3435
Si  7.7413  2.2094  25.2301
Si  1.9229  5.582  25.2513
Si  5.8531  5.6054  25.1765
Si  9.7078  5.6965  25.1982
Si  11.6549  8.9531  25.1089
Si  3.9523  8.9711  25.2705
Si  7.7124  9.0064  25.1632
Si  1.9431  12.397  25.3188
Si  5.801  12.3408  25.2702
Si  9.6944  12.3518  25.2372
Si  11.6042  2.2495  27.6346
Si  3.8573  2.2544  27.6677
Si  7.7345  2.2526  27.5946
Si  1.9308  5.6002  27.6007
Si  5.8207  5.605  27.5712
Si  9.6645  5.6347  27.5723
Si  11.6251  8.9707  27.5171
Si  3.8921  8.9369  27.6184
Si  7.7503  8.9416  27.5525
Si  1.9307  12.3035  27.646
Si  5.8103  12.2988  27.6046
Si  9.6741  12.2934  27.5894
Si  1.9269  1.1328  28.427
Si  5.8087  1.1291  28.4
Si  9.6631  1.1276  28.3922
Si  11.5914  4.491  28.3871
Si  3.8747  4.4983  28.3887
Si  7.7459  4.4883  28.3775
Si  1.9331  7.8379  28.3762
Si  5.8282  7.8245  28.3898
Si  9.694  7.8576  28.369
Si  11.5992  11.1735  28.3863
Si  3.8773  11.1804  28.3919
Si  7.7404  11.1742  28.3787
Si  1.9336  1.1164  30.7581
Si  5.8008  1.1164  30.7581
Si  9.6679  1.1164  30.7581
Si  0  4.4654  30.7581
Si  3.8672  4.4654  30.7581
Si  7.7343  4.4654  30.7581
Si  1.9336  7.8145  30.7581
Si  5.8008  7.8145  30.7581
Si  9.6679  7.8145  30.7581
Si  0  11.1635  30.7581
Si  3.8672  11.1635  30.7581
Si  7.7343  11.1635  30.7581
Si  0  0  0.3944
Si  3.8672  0  0.3944
Si  7.7343  0  0.3944
Si  1.9336  3.3491  0.3944
Si  5.8008  3.3491  0.3944
Si  9.6679  3.3491  0.3944
Si  0  6.6981  0.3944
Si  3.8672  6.6981  0.3944
Si  7.7343  6.6981  0.3944
Si  1.9336  10.0472  0.3944
Si  5.8008  10.0472  0.3944
Si  9.6679  10.0472  0.3944
Si  11.5741  -0.0416  2.7937
Si  3.853  -0.0186  2.768
Si  7.7393  -0.0257  2.7927
Si  1.9225  3.334  2.7752
Si  5.7943  3.3363  2.7658
Si  9.6638  3.3272  2.767
Si  11.5854  6.6645  2.7383
Si  3.8683  6.7013  2.7568
Si  7.7354  6.7013  2.76
Si  1.9273  10.0566  2.7688
Si  5.7896  10.0443  2.7607
Si  9.6248  10.0636  2.7541
Si  11.5961  2.1914  3.555
Si  3.8562  2.2094  3.5504
Si  7.7265  2.2141  3.5653
Si  1.93  5.588  3.5389
Si  5.805  5.5754  3.5354
Si  9.6547  5.5541  3.5534
Si  11.5628  8.9165  3.4132
Si  3.8599  8.9291  3.5448
Si  7.7128  8.9378  3.5815
Si  1.9201  12.2868  3.6185
Si  5.7954  12.2684  3.5764
Si  9.6428  12.2428  3.6917
Si  11.5656  2.1394  5.9149
Si  3.8889  2.1746  5.9086
Si  7.7189  2.2169  5.9162
Si  1.9154  5.5962  5.9112
Si  5.8412  5.5879  5.8796
Si  9.6049  5.5421  5.907
Si  11.4603  8.8545  5.7105
Si  3.8979  8.9396  5.8839
Si  7.6799  8.8788  5.9486
Si  1.9581  12.2249  6.0092
Si  5.7512  12.2724  5.9435
Si  9.6176  12.2539  6.149
Si  1.9495  1.0995  6.8623
As  5.7999  1.1  6.9748
As  9.6302  1.1464  7.0309
Si  11.5798  4.4004  6.6369
Si  3.891  4.4478  6.604
As  7.7075  4.439  6.9929
Si  1.8498  7.9106  6.5973
As  5.7731  7.7677  6.9783
As  9.6207  7.7586  6.9159
Si  11.6192  10.9991  6.7041
As  3.8864  11.1126  7.004
Si  7.5874  11.0879  6.9304
O  0.09  4.2405  8.2804
O  7.2491  10.972  8.5801
O  1.9946  1.3084  8.5387
O  1.6305  8.1819  8.2424
O  3.887  4.3791  8.2573
O  0.2218  10.5627  8.3171
O  9.8434  3.4026  22.889
O  3.812  6.6656  22.7687
O  5.4903  3.237  22.8706
O  7.6706  6.7771  22.5513
O  2.476  10.3406  22.8741
O  9.5436  10.1655  22.7008
Si  11.3282  11.6399  12.8612
Si  9.505  12.3159  19.1622
Si  3.623  4.4189  9.8424
Si  5.9758  12.5272  14.9547
Si  6.5195  4.3621  13.9326
Si  11.4933  8.6  13.3092
Si  0.3382  10.6941  19.6912
Si  10.8958  1.9451  11.3508
Si  10.5135  2.038  19.2823
Si  9.2512  4.0151  21.5084
Si  4.6199  12.0479  19.6681
Si  1.3953  0.977  16.3142
Si  10.3358  4.2695  16.8879
Si  1.8864  0.6988  10.0679
Si  7.6847  5.7507  18.1533
Si  2.3423  4.5554  13.7534
Si  7.3293  10.8858  10.2198
Si  5.7037  3.5813  17.0824
Si  4.3355  6.4973  21.2388
Si  4.6751  9.1257  19.8606
Si  3.418  12.0014  16.7564
Si  10.7201  7.2717  10.7336
Si  11.4987  2.8738  14.3302
Si  5.1449  6.3322  11.7196
Si  0.1981  6.9674  17.4942
Si  5.1548  8.5642  14.5067
Si  1.3567  9.7407  17.0123
Si  7.7631  7.0077  14.0812
Si  1.8623  2.4618  18.9758
Si  6.4996  1.3945  13.3017
Si  5.5164  7.7508  17.1625
Si  7.9007  7.8733  11.2393
Si  8.5896  11.3838  16.3464
Si  4.9675  1.6526  19.2207
Si  2.2361  11.3202  10.9782
Si  8.8397  13.281  11.6745
Si  1.9724  5.6706  19.187
Si  6.012  3.762  21.4212
Si  9.5114  9.8797  21.1
Si  8.5167  6.7932  21.1157
Si  9.7443  8.4084  15.9576
Si  11.3575  12.0598  15.7528
Si  5.0574  10.9982  12.4199
Si  3.5638  5.3593  16.6208
Si  0.4043  4.4881  9.8463
Si  2.8373  7.5472  13.1989
Si  2.7016  10.8239  21.3516
Si  0.8857  9.3178  9.1622
Si  3.8601  2.3632  11.8807
O  2.4007  12.5468  9.9075
O  5.5972  8.9517  16.0384
O  3.5972  8.0487  14.561
O  0.9036  11.7656  11.7756
O  7.5936  0.444  12.5584
O  5.6254  2.056  17.7373
O  3.7958  12.0234  21.0938
O  4.1092  7.5561  12.1471
O  8.6141  7.3949  15.3842
O  9.7599  12.1835  15.5609
O  6.1718  7.3405  14.1602
O  2.012  9.9174  10.1826
O  5.4928  12.196  13.427
O  9.667  0.584  19.3122
O  11.123  3.4272  10.7127
O  8.8089  8.3981  20.8497
O  10.396  3.4955  15.406
O  5.3097  5.1985  21.0742
O  4.6831  8.4244  18.3886
O  5.4671  10.5953  19.7009
O  10.3726  7.8026  17.3539
O  10.9055  10.0651  12.8967
O  5.1697  7.8733  20.8261
O  8.9437  11.2936  20.3818
O  0.1063  10.5803  16.3596
O  6.977  7.1112  17.5365
O  2.6795  10.5536  16.4387
O  5.6386  2.6366  20.3213
O  7.8789  6.2048  19.7156
O  1.2583  9.9197  18.6191
O  2.6765  13.3581  16.1926
O  8.5288  11.9746  17.8813
O  5.41  0.0868  19.5473
O  5.0559  1.4923  12.5414
O  2.4578  5.919  17.6456
O  10.9387  8.373  14.8251
O  6.664  4.4774  18.0496
O  10.8769  2.1457  12.9938
O  3.2102  9.5237  20.477
O  5.4529  5.121  12.8632
O  8.3084  7.8897  12.826
O  5.9023  11.0496  11.0198
O  1.7796  4.0545  19.392
O  1.7005  2.1699  17.3734
O  8.3012  12.131  10.6446
O  5.3587  9.7009  13.3683
O  2.3081  6.0161  13.0412
O  10.477  2.9575  17.8982
O  7.8082  5.3721  13.9822
O  4.3487  5.734  10.4377
O  11.5052  5.4543  16.8222
O  0.3807  0.9343  10.6543
O  0.1929  13.3253  16.6944
O  6.2871  0.7448  14.8124
O  9.6772  5.6175  21.3738
O  4.8475  12.0762  16.0196
O  0.784  4.1408  13.8339
O  2.7846  1.327  11.2664
O  3.3216  1.811  19.3757
O  7.2633  11.6823  15.473
O  1.2948  11.4124  20.7857
O  1.538  8.5499  13.1297
O  9.4746  1.2196  10.9605
O  9.1145  7.1069  10.4502
O  0.5108  1.7667  19.6392
O  3.1742  3.3745  12.9838
O  6.0099  3.9273  15.4765
O  11.0025  9.6307  20.4902
O  2.9755  4.8513  15.2161
O  4.3922  3.1826  10.5778
O  0.9355  1.7682  14.9676
O  3.4898  11.1265  12.0018
O  7.8549  9.3968  10.6556
O  3.5986  12.0388  18.3802
O  11.5344  5.9865  10.216
O  9.8346  3.0425  20.3603
O  10.0196  12.5504  12.5424
O  4.7003  6.5023  16.5021
O  0.4034  12.1506  14.2617
O  0.5981  6.5946  19.0733
O  2.0092  4.3502  10.1583
O  11.0379  11.8075  18.9247
O  4.1699  4.0487  17.3549
O  1.2487  8.105  16.7994
O  7.0481  2.9363  13.3434
O  11.2887  8.6142  10.0056
O  3.0163  6.2665  20.2826
O  8.9535  9.7921  16.3095
O  9.0055  5.144  17.3635
O  7.6245  3.926  21.4956
O  10.9468  7.4198  12.3403
O  6.511  7.0215  11.1289

Results
free energy: -217229.098 eV
free energy less fixed offsets of As -4856.12, O -568.88, Si -635.61 eV per atom: -1.368 eV

Forces (eV/angstrom), in the order of the atoms: element, x, y, z
As  0.0043  0.015  0.0884
As  0.0066  -0.0045  0.0718
As  0.0048  -0.0039  0.0865
As  -0.0018  0.0247  0.0671
Si  0.0644  0.0762  -0.0215
Si  0.0144  0.0309  -0.0088
As  0.0154  -0.0105  0.0661
Si  0.0624  0.0516  0.0125
Si  0.0337  -0.0226  0.0491
Si  0.0386  -0.0553  0.0468
As  0.0262  -0.0149  0.0339
Si  -0.0078  -0.0496  0.0281
Si  -0.0228  -0.017  -0.101
Si  -0.0079  -0.0028  -0.1368
Si  -0.0304  0.0178  -0.0542
Si  -0.0183  -0.0133  -0.1447
Si  -0.0269  -0.0354  -0.0233
Si  -0.0655  -0.0022  -0.0975
Si  0.0186  0.0442  -0.077
Si  -0.0574  0.0009  -0.1088
Si  -0.0079  -0.0117  -0.0721
Si  -0.0384  -0.0282  -0.1673
Si  0.0099  -0.0161  -0.162
Si  0.021  0.0029  -0.1527
Si  0.0459  -0.0095  0.0403
Si  -0.0287  -0.0604  0.0859
Si  0.0074  -0.0454  0.0572
Si  -0.0365  -0.0022  0.0791
Si  0.0024  0.0044  -0.0158
Si  0.0424  0.0184  0.0535
Si  -0.0071  -0.049  0.0329
Si  0.0558  0.0069  0.0668
Si  -0.0418  0.0208  0.0229
Si  0.046  0.0604  0.1009
Si  -0.0099  0.0192  0.1051
Si  -0.0283  0.0364  0.0883
Si  -0.0174  0.0145  0.0042
Si  0.0148  0.0289  -0.0297
Si  -0.0221  -0.0019  -0.0227
Si  -0.0107  0.0082  -0.0101
Si  0.0502  0.028  -0.0348
Si  -0.0405  0.0151  -0.0209
Si  -0.0167  0.0154  -0.0349
Si  0  0.0132  0.0198
Si  0.0191  -0.0131  0.004
Si  0.005  -0.0182  -0.0463
Si  -0.0122  -0.0477  -0.0163
Si  0.0017  -0.0581  -0.0292
Si  0.0032  0.0216  0.3358
Si  0.0229  0.0215  0.1357
Si  -0.0271  0.0002  0.0221
Si  -0.0462  0.0886  -0.0686
Si  0.0547  0.1017  0.0095
Si  0.0226  0.0391  -0.0535
Si  -0.0467  0.0327  -0.0482
Si  0.0858  -0.0083  -0.0131
Si  0.0532  0.0737  -0.1201
Si  -0.0241  -0.0089  -0.0223
Si  0.0338  0.0346  -0.0136
Si  0.0369  -0.0212  -0.1372
Si  -0.0778  -0.1187  0.2046
Si  -0.0382  -0.0643  0.0614
Si  0.0703  -0.0564  0.1922
Si  -0.0315  -0.048  0.0639
Si  -0.0161  -0.0366  0.009
Si  0.0198  -0.0466  0.0215
Si  -0.0375  -0.1412  -0.1796
Si  0.0108  -0.0196  -0.0642
Si  -0.0074  0.0457  -0.0254
Si  0.043  0.0644  0.0235
Si  0.0047  0.0151  -0.0266
Si  -0.1589  0.1133  -0.0419
Si  -0.078  -0.0049  0.0034
Si  0.0338  -0.0122  -0.0165
Si  0.047  -0.0062  0.0189
Si  0.0135  0.0561  0.0088
Si  -0.0356  -0.0237  0.0293
Si  0.0186  -0.0341  0.0147
Si  0.0374  0.0149  0.0105
Si  -0.0467  -0.0399  0.0307
Si  0.0225  0.0158  0.0079
Si  -0.0084  0.0588  0.0485
Si  -0.0135  0.018  0.0247
Si  0.0299  -0.0069  0.0403
Si  -0.0239  -0.0108  -0.0557
Si  0.0152  -0.0241  -0.0542
Si  0.0145  0.0014  -0.0635
Si  -0.0053  0.0007  0.0205
Si  0.0399  0.028  -0.0932
Si  -0.0469  0.042  -0.072
Si  -0.0529  -0.0363  -0.0646
Si  0.0439  0.0118  -0.1297
Si  -0.0149  -0.097  -0.0671
Si  0.0534  -0.0253  -0.074
Si  -0.0807  -0.0014  -0.04
Si  0.0254  0.0625  0.0026
Si  0.0623  -0.0151  0.0936
Si  -0.0177  0.0225  0.0727
Si  -0.0123  -0.012  0.1412
Si  0.0279  0.0547  0.0131
Si  0.0182  -0.0032  0.1667
Si  -0.0001  0.0107  0.1453
Si  0.0399  0.036  0.0911
Si  -0.0002  0.0255  0.1928
Si  0.0241  0.0656  0.1271
Si  -0.0078  -0.0029  0.1035
Si  0.0525  0.0021  0.096
Si  -0.0429  -0.0412  0.0272
Si  -0.0418  0.0593  -0.0621
As  0.0443  -0.0104  -0.0559
As  -0.0285  -0.0194  -0.0505
Si  0.0849  0.0019  0.0152
Si  -0.1166  -0.0859  0.0999
As  -0.0136  0.0072  -0.158
Si  -0.0682  -0.1  0.0058
As  -0.0208  -0.0182  -0.1088
As  0.0347  0.0035  -0.0866
Si  -0.0744  -0.014  -0.0283
As  -0.0162  0.0073  -0.057
Si  0.048  0.0136  -0.0085
O  -0.0321  0.007  0.0178
O  -0.0356  -0.0449  0.038
O  0.0108  -0.0144  0.0576
O  0.0409  0.0424  -0.0637
O  0.0259  0.0379  0.0139
O  0.0354  0.0051  -0.0014
O  0.0187  -0.0142  -0.0045
O  -0.0259  -0.0244  -0.0078
O  -0.019  -0.0434  0.0002
O  0.0031  0.0236  -0.0327
O  -0.0114  0.0731  -0.0249
O  -0.0118  0.0291  -0.0036
Si  -0.0071  0.0076  0.0105
Si  0.0019  -0.0123  -0.0306
Si  0.0074  0.0113  -0.1004
Si  0.0029  0.0048  -0.0001
Si  0.0031  -0.0056  0.0078
Si  0.0017  0.0057  0.0131
Si  0.0097  -0.0086  0.0228
Si  0.0107  -0.0036  0.0188
Si  -0.0187  0.022  -0.0188
Si  -0.0255  0.0369  0.0312
Si  -0.0046  -0.0138  -0.0492
Si  -0.0029  -0.0028  -0.013
Si  -0.0066  0.0013  -0.0088
Si  -0.0062  0.0185  -0.0208
Si  -0.0006  0.0076  0.0111
Si  0.0008  0.0017  0.0006
Si  0.0087  0.022  -0.058
Si  0.0054  0.0107  -0.0081
Si  0.0193  -0.0033  0.0358
Si  0.0152  -0.0173  -0.0196
Si  -0.0009  -0.0021  -0.0106
Si  0.0422  0.0057  0.0291
Si  -0.0009  -0.0047  -0.0024
Si  -0.0279  -0.009  0.0414
Si  -0.0069  0.004  -0.0156
Si  -0.0027  0.0013  0.0089
Si  0.0014  0.0007  -0.0089
Si  0.0028  0.0003  0.0137
Si  -0.0055  -0.0011  -0.0312
Si  0.0063  -0.0117  0.0032
Si  0.0043  -0.0022  -0.0035
Si  0.0065  0.0233  0.0462
Si  0.0009  -0.0016  -0.0104
Si  0.0145  0.0246  -0.0251
Si  -0.0211  -0.009  0.0243
Si  0.001  -0.0079  0.023
Si  0.0114  0.0117  -0.0289
Si  0.0325  0.0261  0.0386
Si  0.0021  -0.0348  0.0083
Si  -0.0031  -0.0289  0.0165
Si  0.0001  -0.0035  -0.0056
Si  0.0067  -0.0037  -0.0156
Si  0.0045  0.0027  0.0324
Si  0.0017  0.0047  -0.007
Si  0.0045  -0.0011  -0.0367
Si  -0.0084  -0.0074  0.019
Si  -0.0342  -0.0247  0.0309
Si  0.0012  -0.0169  -0.0279
Si  -0.0198  -0.0042  0.0125
O  0.0123  -0.0176  -0.0173
O  0.001  -0.0022  -0.001
O  0.0032  0.0029  -0.0037
O  0.0054  0.0001  -0.0131
O  -0.0129  0.0111  -0.0011
O  -0.0016  -0.0046  0.003
O  -0.0026  0.0144  0.0373
O  0.0048  -0.0017  -0.0275
O  0.0012  -0.0005  -0.0035
O  -0.0019  -0.0025  0.002
O  0.003  0  -0.0033
O  0.009  0.0033  -0.0137
O  -0.0007  -0.0057  -0.0071
O  0.0026  -0.0035  0.0155
O  0.0018  -0.0057  -0.0196
O  0.0088  0.0245  0.004
O  -0.0012  0.0019  0.0003
O  -0.0157  0.0044  -0.0001
O  0.0018  -0.0014  -0.0006
O  -0.0016  0.0156  0.0274
O  0.0044  -0.0021  0.0031
O  0.0017  -0.0043  -0.0079
O  -0.0051  0.0169  0.0024
O  0  0.0174  0.0106
O  -0.0004  0.0055  0.0022
O  -0.0034  0.0034  0.0009
O  -0.0005  -0.0009  0.0022
O  -0.0217  -0.039  0.0008
O  0.0028  -0.0041  -0.0163
O  -0.0013  0.0031  0.0099
O  -0.0013  0.0013  0.0015
O  0.0037  -0.0004  0.004
O  0.0005  -0.012  0.0315
O  0.0017  0.0013  -0.0112
O  0.0019  -0.0034  0.0037
O  0.0005  -0.0022  -0.0074
O  -0.0069  -0.0085  -0.0021
O  0  0.0039  0.0001
O  -0.0003  0.0076  0.0202
O  0.0053  0.0045  -0.0159
O  -0.0015  -0.0044  -0.013
O  -0.0122  -0.005  -0.0141
O  0.0001  -0.0013  0.0232
O  0.0003  -0.0008  0.0073
O  -0.0041  -0.0001  -0.0169
O  0.001  0.0008  -0.0093
O  0.0037  -0.0017  -0.0064
O  0.0022  0.0013  0.0032
O  -0.0034  -0.0011  -0.0076
O  0.0007  -0.0123  -0.0235
O  0.0014  0.0001  0.0035
O  -0.0125  0.0015  -0.0134
O  -0.0001  0.0015  0.0052
O  0  -0.0001  0.0014
O  0.0092  0.0066  0.0085
O  -0.0024  -0.0009  0.0059
O  0.0014  0.0009  -0.0036
O  0.0179  0.0013  -0.01
O  -0.0047  -0.0053  0.0186
O  -0.0009  -0.0019  0.0027
O  0.0086  -0.029  -0.0042
O  -0.0016  -0.0031  -0.0118
O  -0.0014  0.0044  -0.0246
O  -0.0095  -0.009  -0.0429
O  0.0084  -0.0035  0.0238
O  0.0041  0.0039  0.0004
O  0.0012  -0.0002  -0.0036
O  0.0176  0.0295  -0.0073
O  -0.0028  -0.0005  -0.008
O  0.0023  0.001  -0.0197
O  0.0005  -0.0001  0.0019
O  0.0094  -0.0013  -0.0226
O  0.0008  -0.029  -0.0165
O  0.0069  0.0034  0.0162
O  -0.0072  -0.0028  -0.0151
O  0.0254  -0.0317  -0.0046
O  0.0089  -0.0013  -0.0107
O  -0.0009  -0.0009  0.0016
O  -0.0005  0.0001  0.0034
O  -0.0019  -0.0011  0.0169
O  0.0046  -0.0044  -0.0282
O  -0.0054  -0.0009  0.0156
O  -0.0023  -0.0016  0.0019
O  0.0015  0.0008  0.0057
O  -0.0018  0.0028  -0.0092
O  -0.023  -0.0094  -0.0105
O  -0.0241  -0.0074  -0.0034
O  -0.0022  0.0021  0.0019
O  0.0071  -0.0045  0.0004
O  -0.009  -0.014  -0.0001
O  -0.0034  -0.0038  -0.0103
O  0.0053  0.0011  -0.0437

The program warned: the cutoff lies below the one the program advises for these potential files; the exchange-correlation potential is rough where the density is thin.
